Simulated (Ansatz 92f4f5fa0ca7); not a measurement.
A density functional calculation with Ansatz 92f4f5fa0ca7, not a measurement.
Periodic cell of 222 atoms, Si131O89As2, from a study of silicon, its oxide and their interface. The atomic structure is a simulated model.
Doubt: the cutoff is far below the 930 eV that the study's wrapper takes by default for these files, so forces and energies are approximate.
This geometry differs little from another in the collection (a relaxation step or a small displacement).

Settings: functional PBE; potential files Ansatz PAW; basis plane waves; wave-function cutoff 580 eV; density cutoff ratio 5; exchange-correlation grid ratio 1; k mesh 1 x 1 x 1, Gamma-centred; self-consistency stop 5e-08 eV per atom in the density residual; occupations fixed; spin none; net charge 0.

Cell vectors (angstrom)
a 10.938 0 0
b 0 10.938 0
c 0 0 32.1988

Atoms: element, x, y, z (angstrom)
Si 10.5974 0.2329 24.8766
Si 5.7541 10.6883 24.7748
Si 2.4849 2.927 24.661
Si 8.4326 2.4652 24.8448
Si 0.2831 5.1776 24.7707
Si 5.1671 5.756 24.6956
Si 2.9479 8.0138 24.6095
Si 7.951 8.4471 24.7523
Si 1.3356 1.3902 26.0503
Si 6.8596 1.315 26.1459
Si 4.0562 4.1144 25.9952
Si 9.6122 4.0684 26.0931
Si 1.4084 6.836 26.0092
Si 6.7771 6.8579 26.0357
Si 4.109 9.5412 26.0109
Si 9.4778 9.5781 26.1606
Si 2.731 -0.005 27.356
Si 8.171 -0.0173 27.5708
Si 0.0118 2.7247 27.495
Si 5.445 2.7503 27.3733
Si 2.7353 5.4717 27.4323
Si 8.1887 5.474 27.3657
Si 0.0022 8.186 27.3819
Si 5.4433 8.2021 27.4551
Si 4.0839 1.3717 28.7467
Si 9.5794 1.3632 28.8509
Si 1.3693 4.1182 28.8134
Si 6.8298 4.1037 28.7513
Si 4.096 6.824 28.8071
Si 9.5628 6.8278 28.7556
Si 1.373 9.5646 28.7481
Si 6.7882 9.5514 28.859
Si 0.0191 -0.0188 30.1577
Si 5.4378 0.023 30.161
Si 2.7364 2.7346 30.1473
Si 8.1921 2.7476 30.1536
Si -0.0107 5.4775 30.1519
Si 5.4763 5.4623 30.1491
Si 2.7272 8.2063 30.1454
Si 8.2085 8.1904 30.1556
Si 1.3673 1.3673 31.515
Si 6.8362 1.3673 31.515
Si 4.1018 4.1018 31.515
Si 9.5708 4.1018 31.515
Si 1.3673 6.8362 31.515
Si 6.8362 6.8362 31.515
Si 4.1018 9.5708 31.515
Si 9.5708 9.5708 31.515
Si 2.7345 0 0.6835
Si 8.2035 0 0.6835
Si 0 2.7345 0.6835
Si 5.469 2.7345 0.6835
Si 2.7345 5.469 0.6835
Si 8.2035 5.469 0.6835
Si 0 8.2035 0.6835
Si 5.469 8.2035 0.6835
Si 4.1151 1.3587 2.0485
Si 9.5538 1.3621 2.0418
Si 1.3486 4.1362 2.0241
Si 6.8508 4.0897 2.0589
Si 4.0959 6.8423 2.0401
Si 9.5735 6.8344 2.0541
Si 1.3739 9.5583 2.0569
Si 6.8334 9.5814 2.046
Si -0.0432 -0.0341 3.3785
Si 5.4861 -0.0002 3.4488
Si 2.7438 2.7879 3.3271
Si 8.199 2.7011 3.4522
Si 0.0024 5.4764 3.4431
Si 5.4897 5.4991 3.3778
Si 2.7533 8.1983 3.4463
Si 8.2004 8.214 3.3915
Si 1.3079 1.4419 4.59
Si 6.8551 1.3204 4.8736
Si 4.1316 4.1226 4.7039
Si 9.5651 4.0861 4.7943
Si 1.3966 6.8254 4.8255
Si 6.8106 6.8942 4.7566
Si 4.1356 9.5638 4.8264
Si 9.5488 9.5335 4.7984
Si 2.6675 0.1177 5.9083
Si 8.1878 -0.1017 6.2732
Si 0.0017 2.6864 6.1142
Si 5.4283 2.7472 6.1196
Si 2.8109 5.4493 6.1438
Si 8.1334 5.4574 6.0697
Si -0.0006 8.173 6.1794
Si 5.5137 8.2259 6.2761
As 3.9662 1.3918 7.4955
Si 9.795 1.1044 7.4735
Si 1.6952 3.7625 7.3344
Si 6.5791 4.3514 7.4676
Si 4.3726 6.605 7.5349
Si 9.3544 6.9088 7.4364
Si 1.1486 9.9306 7.2847
Si 7.1635 9.2029 7.7442
O 8.3097 8.0489 7.9823
O 2.7531 2.6784 7.9925
O 9.5284 1.3548 24.2807
O 4.0624 6.8708 24.1349
O 0.028 0.0221 7.9636
O 5.4794 5.4687 8.0191
O 6.8576 9.5773 24.22
O 1.3738 4.0673 24.1844
O 3.8138 7.3416 8.9241
O 1.0051 4.4515 8.6467
O 9.8455 6.0746 8.7823
O 2.1799 9.4251 8.4638
O 7.3835 3.7948 8.7902
O 6.7524 9.5552 9.3064
O 9.0638 1.7317 8.8112
O 7.6986 3.1408 23.5466
O 10.5098 5.8588 23.4639
O 5.1169 0.4688 23.4498
O 5.8779 5.1026 23.3645
O 3.1111 2.2168 23.3008
O 2.3152 8.7299 23.2444
O 8.6375 7.7741 23.4147
O 0.2499 10.3473 23.6042
Si 4.402 1.5815 22.5062
Si 3.5819 7.9527 14.0834
Si 7.1655 1.0065 14.7283
Si 0.9661 9.3677 22.5397
Si 1.2542 4.3605 11.9485
Si 6.3422 8.9959 15.3969
Si 0.752 1.405 12.3546
Si 8.6665 4.9565 20.5505
Si 0.3752 5.7324 9.3994
Si 5.1619 3.1385 18.0501
Si 0.9257 3.7357 16.768
Si 10.4638 2.8706 19.2729
As 5.0094 0.9985 10.5514
Si 0.9384 0.1969 19.874
Si 6.8117 9.393 10.9567
Si 9.3941 9.6935 18.3605
Si 9.5353 9.1991 12.6204
Si 6.5817 3.8466 22.6017
Si 2.4532 8.1201 9.3923
Si 10.6622 7.3753 17.1383
Si 2.5693 6.3046 16.6086
Si 10.2207 4.4933 14.2141
Si 6.1963 9.1988 18.5824
Si 7.8052 2.4365 9.591
Si 8.9181 2.1416 12.443
Si 5.4018 6.2581 18.117
Si 3.9693 0.5583 19.5302
Si 4.3256 3.9288 12.2321
Si 5.6562 6.6113 12.2329
Si 8.0593 2.5233 17.2944
Si 4.4049 2.544 15.0557
Si 1.617 1.2132 15.3149
Si 1.6923 9.4496 12.0847
Si 8.14 6.8744 13.9796
Si 10.4603 9.8376 15.5327
Si 9.8253 7.0332 22.5754
Si 8.1699 5.4959 17.4555
O 6.241 7.8694 11.3206
O 6.0736 9.2298 16.9706
O 7.8223 1.3312 13.2895
O 0.9272 1.7446 13.9404
O 9.5233 6.2348 16.9609
O 6.8193 6.2361 13.3025
O 5.2028 4.6857 18.6924
O 9.2843 2.1761 18.3363
O 2.4198 0.1068 19.1086
O 9.4707 10.2374 16.7964
O 2.8597 4.5409 11.8035
O 5.122 10.3325 19.177
O 9.4672 3.3349 13.377
O 0.5217 1.7883 19.9983
O 3.2319 1.378 15.1007
O 8.2015 5.3786 19.0667
O 3.9576 6.5812 17.4221
O 4.6095 3.2755 16.5098
O 9.1208 5.6685 14.4344
O 5.4504 2.7742 22.1444
O 10.6947 4.0378 15.692
O 0.3899 3.8838 18.3053
O 10.4784 10.5452 19.2411
O 9.7518 10.0218 14.0582
O 10.9251 8.1375 22.1101
O 1.2897 2.1573 16.5976
O 9.7999 3.7788 20.4624
O 8.1712 4.0434 16.7339
O 0.1005 9.0689 11.9631
O 6.6464 2.4385 18.1096
O 5.8197 10.5821 11.5423
O 7.8108 9.6066 18.8983
O 10.1163 1.0764 12.0489
O 1.2251 7.094 9.174
O 0.6778 4.8214 13.411
O 5.757 7.635 19.0379
O 5.3324 5.1059 11.6447
O 2.777 7.011 15.1522
O 1.0499 2.7817 11.5493
O 0.9452 10.6808 15.6115
O 2.5344 8.6922 10.9079
O 4.822 2.4921 11.6077
O 4.2154 3.6777 13.8754
O 2.2128 4.7069 16.4835
O 10.7675 8.2474 15.752
O 6.938 10.349 14.7543
O 2.4628 8.9952 13.462
O 8.064 1.5345 15.9966
O 4.2252 7.0584 12.8874
O 4.2422 2.0307 18.8394
O 7.3339 4.4028 21.2887
O 8.2948 2.8016 11.0952
O 1.2593 6.8926 17.4171
O 5.7406 1.727 14.742
O 8.3412 9.6777 11.5693
O 9.2171 6.3069 21.2644
O 9.0784 7.6835 12.9473
O 1.7341 0.1586 11.9366
O 6.7095 6.175 17.1096
O 7.5222 7.8772 15.1308
O 1.2518 10.3068 21.2492
O 10.088 8.2157 18.4046
O 3.9582 0.8208 21.1462
O 0.3789 5.3291 10.9634
O 6.499 1.4568 9.631
O 4.8642 8.6963 14.7682

Results
free energy: -143603.985 eV
free energy less fixed offsets of As -4856.12, O -568.88, Si -635.61 eV per atom: 3.485 eV

Forces (eV/angstrom), in the order of the atoms: element, x, y, z
Si 0.0021 -0.0006 -0.0011
Si -0.0009 0.0006 -0.0009
Si 0.0013 -0.0003 -0.0015
Si -0.0001 0.0022 -0.0009
Si -0.0004 0.0009 -0.0004
Si 0.0014 0.0001 -0.0004
Si 0.0004 0.0011 0.0004
Si 0.0008 -0.0007 -0.0013
Si -0.0006 0.0009 0.001
Si 0.0011 -0.0012 0.0015
Si -0.0004 0.0005 0.0004
Si 0.0011 -0.0011 0.0007
Si 0.0011 -0.0006 0.0002
Si -0.0006 0.0005 0.0006
Si 0.0008 -0.0009 0.0005
Si -0.0007 0.0007 0.0013
Si 0.0004 -0.0004 -0.0001
Si 0.0009 0.0002 -0.0021
Si 0.0004 0.0004 -0.0025
Si 0.0002 -0.0001 0.0004
Si 0.0001 -0.0001 -0.0021
Si 0.0004 -0.0003 0.0002
Si 0.0002 0 0.0004
Si 0.0007 0.0008 -0.0024
Si -0.0001 0.0001 0.0003
Si -0.0001 0 0.0003
Si 0.0007 -0.0008 0.0011
Si 0.0009 -0.0007 0.0007
Si 0.0002 0.0002 0.0018
Si -0.0001 0.0003 0.0003
Si 0 0.0003 0.0006
Si 0.0013 -0.0007 -0.0005
Si 0.0014 -0.0014 0.0002
Si -0.0005 0.0015 0
Si 0.0015 -0.0014 -0.0002
Si -0.0008 0.0012 0.0006
Si -0.0004 0.001 0.0002
Si 0.0009 -0.0012 0.0002
Si -0.0007 0.0009 0.0001
Si 0.0016 -0.0005 0.0002
Si 0.086 -0.0262 0.0389
Si -0.0625 0.0725 -0.0036
Si 0.0589 -0.0694 0.0179
Si -0.0748 0.0684 0.0099
Si -0.05 0.084 -0.0424
Si 0.0418 -0.1056 0.0732
Si -0.1476 0.0312 0.0248
Si 0.0508 -0.069 0.0444
Si 0.0104 -0.0766 0.1012
Si -0.1164 0.0215 -0.1668
Si -0.1078 -0.0068 -0.0195
Si 0.0982 -0.0154 0.0561
Si -0.0669 0.177 -0.2066
Si 0.0908 -0.1093 0.0827
Si 0.0678 -0.1008 0.0517
Si -0.0049 0.0933 -0.0465
Si 0.0013 -0.0025 -0.0004
Si -0.0004 0.0021 -0.0017
Si -0.0001 0.0008 0.0003
Si 0.0005 -0.0013 -0.0007
Si -0.0015 0 -0.001
Si 0.0018 -0.0016 0
Si 0.0022 -0.001 -0.0008
Si -0.0011 0.0012 0.0007
Si -0.0028 -0.0017 -0.0037
Si -0.0026 -0.002 -0.0006
Si -0.0016 0.0008 0.0013
Si 0.0041 -0.0017 0.0012
Si -0.0007 -0.0021 0.0009
Si 0.0032 0.0054 -0.0032
Si 0.0026 -0.0001 0.0007
Si -0.0011 -0.002 -0.0012
Si 0.0031 0.0038 0.0037
Si -0.0026 0.0027 0.0013
Si -0.0047 -0.0024 0.0037
Si -0.0028 0.003 -0.0019
Si -0.0047 0.001 0.0005
Si 0.0025 -0.004 -0.0008
Si -0.003 0.0024 0.0034
Si 0.0042 -0.0008 0.0008
Si 0.0055 -0.0007 0.0037
Si -0.0043 -0.0008 0.0007
Si -0.0005 -0.0038 -0.0061
Si -0.0034 -0.0048 0.0093
Si 0.0087 0.0039 -0.0027
Si -0.0012 -0.0007 -0.0028
Si 0.0013 -0.0019 0.0025
Si -0.0028 0.004 -0.0049
As -0.0039 0.0098 -0.017
Si 0.0004 0.0046 0.0089
Si 0.0049 -0.0069 0.0189
Si -0.0024 0.0038 0.0019
Si -0.0002 -0.0061 0.0011
Si 0.0022 -0.0039 0.0081
Si 0.0033 0.0014 0.0006
Si 0.0002 0.0002 0.0072
O 0.0067 0.0054 -0.0045
O -0.0055 0.0093 0.0035
O 0.0001 0.0001 0.0008
O 0.0001 -0.0002 -0.0008
O -0.0025 -0.0051 -0.0037
O -0.0013 -0.0012 -0.0013
O 0.0005 0.0006 0.0007
O -0.0001 -0.0001 0
O -0.0005 0.0001 0.0021
O 0.0001 0.0103 -0.0153
O 0.0028 -0.0022 -0.0023
O -0.0021 -0.0005 -0.0022
O 0.0015 0.0012 0.0005
O 0.006 -0.0048 -0.0122
O 0.0037 -0.0019 -0.0017
O 0.001 -0.0007 0.0001
O 0.0015 -0.0012 0.0006
O 0.0011 -0.0006 0.0001
O -0.0005 0.0014 0.0004
O -0.0005 0.0009 0.0002
O 0.0009 -0.0006 0
O -0.0007 0.0009 0.0004
O -0.0007 0.002 0.0011
Si -0.0002 -0.0008 0.0006
Si 0.0015 -0.0003 -0.0011
Si 0.0017 -0.0009 0.0018
Si 0.0007 0.0005 -0.0003
Si 0.0016 -0.0009 -0.0017
Si 0.0006 -0.001 0.0005
Si 0.0023 -0.0006 -0.0003
Si 0.0022 -0.0003 0.001
Si 0.0036 -0.0124 -0.0005
Si 0.0007 0.0005 0.0005
Si 0.0016 0.0002 0.0007
Si 0.0009 0.0003 0.0013
As -0.0019 0.0026 0.0064
Si 0.0007 0.0016 0.0015
Si 0.0016 0.0012 0.0029
Si 0.0003 0.0001 0.0009
Si 0.0025 -0.0018 -0.0012
Si 0.0008 -0.0001 0.0006
Si 0.0028 0.0021 0.0016
Si 0.0015 0.0001 0.0003
Si 0.0015 0.0002 -0.0002
Si 0.0007 0.0025 0.0001
Si 0.0008 0.0002 0.0009
Si -0.0015 -0.0023 -0.0025
Si 0.0034 -0.0032 0.0005
Si 0.001 0.0003 0.0011
Si 0.0016 0.0013 0.0002
Si 0.0033 0.0037 -0.0013
Si -0.0003 -0.0019 -0.0007
Si 0.0009 0.0007 0.0003
Si -0.0004 0.0016 -0.001
Si 0.0025 -0.0003 0.001
Si -0.0013 0.0005 0.0017
Si 0.001 -0.0002 -0.001
Si 0.0019 0.0004 0.0002
Si 0 0.0002 0.001
Si 0.0007 0.0005 0.0002
O 0.0017 0.0032 0.0014
O 0.0014 0.0004 0.0003
O 0.001 -0.0002 0
O 0.0001 0.0009 -0.0014
O 0.0005 -0.0002 -0.0004
O 0.0016 0.0006 0.0002
O 0.0016 0 -0.001
O 0.001 -0.0002 -0.0003
O 0.0005 -0.0002 -0.0008
O 0.001 0.0005 -0.0003
O 0.0023 -0.0009 0.001
O 0.0006 0.0006 -0.0008
O 0.0014 0.0007 0.001
O 0.0012 -0.0003 -0.0013
O 0.002 0 -0.0001
O 0.0007 0.0002 -0.0002
O 0.0011 0.0003 -0.0009
O 0.0011 0.0002 0.0002
O 0.0012 0.0008 0.0004
O 0.0009 0.0007 -0.0012
O 0.0004 -0.0005 0.0002
O 0.0012 0.0005 -0.0005
O 0.0011 0.0007 -0.0009
O 0.0002 0.0011 -0.0001
O 0.0004 0.0004 -0.0014
O 0.0005 0.0004 -0.0005
O 0.0004 0.0014 -0.0008
O 0.0014 0.0004 0
O 0.0004 0.0003 0.0006
O 0.0012 0.0002 -0.0012
O 0.0007 0.0084 -0.0023
O 0.0013 0.0003 -0.0012
O -0.0013 0.0006 0
O 0.0015 0.0007 0.0002
O 0.0018 0.0004 0.0002
O 0.0014 0.0007 -0.0009
O 0.0018 -0.001 0.0009
O 0.0012 0 0.0004
O -0.0002 0.0006 0.0024
O 0.0001 -0.0003 0
O 0.0008 -0.0012 -0.0031
O 0.0017 -0.0067 -0.0024
O 0.0006 -0.0001 -0.0014
O 0.0004 0.0004 0
O 0.0013 0.0004 0.0001
O 0.0021 0.0016 -0.001
O 0.0009 0.0004 -0.0001
O 0.0016 0.0002 -0.0004
O 0.0008 0.0005 0.001
O 0.0001 -0.0005 0
O -0.0006 -0.0007 0.0007
O -0.0014 0.0027 -0.0048
O 0.0006 0.0006 -0.0007
O -0.0001 0.0008 -0.0002
O 0.0006 0.0002 0.0001
O 0.0009 0.0009 -0.0004
O 0.0002 0.0016 0
O 0.0018 0.0005 0.0003
O 0.0017 0.0004 -0.0001
O 0.0017 0.0008 0.0007
O 0.0008 -0.0015 0.0014
O 0.0008 0.0005 -0.0005
O 0.0011 0.001 0.0008
O -0.0011 0.0001 -0.0082
O -0.0007 -0.0038 0.01
O 0.0019 0.0013 -0.0001

The program warned: the cutoff lies below the one the program advises for these potential files; the exchange-correlation potential is rough where the density is thin.
